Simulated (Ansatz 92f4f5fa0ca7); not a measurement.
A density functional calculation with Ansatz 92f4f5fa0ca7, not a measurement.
Periodic cell of 226 atoms, Si132O92As2, from a study of silicon, its oxide and their interface. The atomic structure is a simulated model.

Settings: functional PBE; potential files Ansatz PAW; basis plane waves; wave-function cutoff 700 eV; density cutoff ratio 5; exchange-correlation grid ratio 1; k mesh 2 x 2 x 1, shifted by 0.5 0.5 0.5 of a step; self-consistency stop 5e-08 eV per atom in the density residual; occupations fixed; spin none; net charge 0.

Cell vectors (angstrom)
a	10.938	0	0
b	0	10.938	0
c	0	0	31.9494

Atoms and the computed forces on them: element, x, y, z (angstrom), force x, y, z (eV/angstrom)
Si	10.6179	0.0163	24.4215	-0.0087	0.006	-0.0201
Si	5.0661	0.1353	24.6645	-0.0286	-0.0119	-0.0167
Si	2.8146	2.3047	24.5287	0.0068	-0.0105	-0.0194
Si	8.5577	2.4498	24.5603	0.0212	0.0073	-0.0172
Si	10.6959	5.5996	24.3337	-0.0179	-0.0081	-0.0267
Si	5.1491	5.6273	24.4502	-0.004	0.0019	-0.0218
Si	2.9786	7.9665	24.4031	0.0227	0.0024	-0.0311
Si	8.4054	7.8432	24.4107	0.0073	0.0012	-0.0278
Si	1.2863	1.1437	25.8409	-0.0169	-0.0087	-0.0094
Si	6.8078	1.3355	25.7389	0.0021	-0.0112	0.008
Si	3.9809	4.0194	25.7313	0.0075	-0.0054	-0.0093
Si	9.676	4.0358	25.8487	0.0111	0.0164	-0.0022
Si	1.332	6.8005	25.6658	-0.0005	-0.011	0.0281
Si	6.7975	6.7324	25.751	0.0066	0.0174	0.0192
Si	3.9918	9.4776	25.9553	-0.0391	0.0006	-0.0137
Si	9.4746	9.4506	25.7983	0.009	0.0028	0.0028
Si	2.6249	-0.1283	27.2901	-0.007	0.0128	0.0073
Si	8.1308	-0.0621	27.1458	-0.0004	-0.0043	-0.0067
Si	0.0656	2.6651	27.2065	-0.0003	0.0058	-0.0007
Si	5.442	2.7228	27.1139	0.0097	0.0083	-0.0089
Si	2.6594	5.4205	27.1091	-0.0001	-0.0028	0.001
Si	8.1798	5.3739	27.1371	0.0024	0.0231	-0.0142
Si	-0.0006	8.1522	27.1263	0.0206	-0.0006	-0.0067
Si	5.5019	8.1489	27.1788	0.0101	-0.0112	-0.0122
Si	4.0786	1.328	28.5005	0.0074	0.0197	-0.018
Si	9.5359	1.3271	28.5021	-0.0095	0.0016	-0.0106
Si	1.382	4.0673	28.5645	-0.0042	0.0065	-0.0271
Si	6.8022	4.0591	28.528	-0.0042	-0.002	-0.0131
Si	4.0796	6.7795	28.4868	-0.0137	-0.0005	-0.0012
Si	9.5505	6.783	28.4845	-0.0009	0.0152	0.0084
Si	1.2834	9.4763	28.622	-0.0069	0.0064	-0.0328
Si	6.8203	9.5344	28.5644	-0.0078	0.0102	-0.0218
Si	-0.034	-0.0034	29.9127	0.0231	0.0264	0.0065
Si	5.4608	-0.004	29.8964	-0.0099	0.0087	0.0085
Si	2.7626	2.7168	29.9043	0.0045	-0.0187	0.0063
Si	8.1966	2.7199	29.8871	0.012	-0.0084	0.0116
Si	-0.0046	5.4571	29.8905	-0.011	0.0085	0.0038
Si	5.4596	5.4557	29.8892	0.006	0.0218	0.0055
Si	2.749	8.163	29.9039	0.0211	-0.015	0.004
Si	8.2241	8.1815	29.8896	0.0036	-0.0414	0.0085
Si	1.3673	1.3673	31.2657	0.0013	-0.0107	-0.0874
Si	6.8362	1.3673	31.2657	0.033	-0.0245	-0.0067
Si	4.1018	4.1018	31.2657	0.0659	-0.0657	0.0775
Si	9.5708	4.1018	31.2657	-0.0919	-0.1176	-0.0672
Si	1.3673	6.8362	31.2657	0.0166	-0.1661	0.0484
Si	6.8362	6.8362	31.2657	0.0576	0.0108	-0.1388
Si	4.1018	9.5708	31.2657	-0.0264	-0.0552	-0.0226
Si	9.5708	9.5708	31.2657	-0.1708	-0.1305	0.1511
Si	2.7345	0	0.6835	0.0022	0.0667	0.0606
Si	8.2035	0	0.6835	-0.0397	0.0811	0.0144
Si	0	2.7345	0.6835	-0.0287	-0.0734	-0.0117
Si	5.469	2.7345	0.6835	-0.0359	0.1276	0.1214
Si	2.7345	5.469	0.6835	-0.0286	-0.0594	-0.1287
Si	8.2035	5.469	0.6835	-0.0231	0.1253	0.017
Si	0	8.2035	0.6835	0.0083	0.164	0.0745
Si	5.469	8.2035	0.6835	0.1848	0.2043	0.0002
Si	4.094	1.3844	2.0681	0.0126	-0.0277	-0.0013
Si	9.5882	1.3523	2.0668	0.0056	-0.0031	-0.0175
Si	1.3627	4.1095	2.0339	-0.0407	0.0365	0.0044
Si	6.8282	4.1328	2.0508	0.0136	0.0081	-0.0088
Si	4.1145	6.8363	2.022	-0.0152	0.007	0.004
Si	9.5791	6.8454	2.0619	-0.0258	0.0092	0.0182
Si	1.3663	9.5935	2.0593	-0.0412	0.0564	0.006
Si	6.8228	9.623	2.0645	0	0.0107	-0.011
Si	0.042	0.0329	3.501	-0.0168	-0.0065	-0.0504
Si	5.4719	0.0619	3.4741	0.0514	0.0168	0.0105
Si	2.706	2.7689	3.4146	0.0126	0.0257	0.0239
Si	8.2477	2.7976	3.3706	-0.0227	-0.0439	0.0098
Si	0.0586	5.5051	3.4159	0.0121	-0.0446	-0.0883
Si	5.4799	5.5341	3.4296	-0.0176	0.0028	0.0177
Si	2.7611	8.2129	3.3517	0.045	-0.0058	-0.0657
Si	8.2496	8.2956	3.4041	0.0053	0.0365	-0.01
Si	1.342	1.493	4.8782	0.0205	0.0118	-0.0197
Si	6.8764	1.5244	4.7849	0.0541	-0.0234	-0.0011
Si	4.0108	4.2103	4.7479	0.0761	-0.0707	0.0005
Si	9.5973	4.1535	4.7692	-0.0258	-0.0449	0.0391
As	1.2354	7.1011	4.8146	0.0102	-0.0291	-0.0042
Si	6.8156	7.0283	4.7362	-0.0134	-0.0152	-0.0054
Si	4.0444	9.5898	4.7755	0.0197	0.0384	0.0137
Si	9.5436	9.6711	4.8726	0.0468	-0.0469	-0.0942
Si	2.7059	0.0367	6.1484	0.0396	-0.0119	0.0637
Si	8.2854	0.1911	6.1918	-0.1036	0.0445	-0.1089
Si	-0.0132	2.8977	6.3103	-0.0026	0.0344	-0.0136
Si	5.4457	2.8946	6.0693	0.0106	0.0119	-0.0334
Si	2.7024	5.6851	6.0692	0.0014	-0.0379	0.0696
Si	8.2307	5.6458	5.9672	-0.0156	0.0154	0.0823
As	-0.6681	8.8555	7.0204	-0.0084	-0.0138	0.2026
Si	5.4772	8.3724	6.1988	-0.0131	-0.0219	0.022
Si	4.3693	1.2275	7.3295	-0.0229	-0.0232	0.0122
Si	9.8216	1.2872	7.6782	-0.0892	0.0204	0.0437
Si	1.1525	4.6204	7.4894	-0.0128	0.0043	-0.0115
Si	6.5766	4.6029	7.2419	-0.0078	-0.013	-0.0007
Si	4.2703	6.8002	7.4969	0.0136	-0.0097	0.0316
Si	9.6128	6.6453	7.6113	0.0561	0.0001	-0.1294
Si	1.2343	10.1288	7.8454	0.0069	-0.0422	-0.1061
Si	6.6701	10.0081	7.4521	0.0286	0.0393	0.0255
O	9.5747	1.252	23.9816	0.0005	-0.0089	-0.0298
O	4.0963	6.8158	23.9429	-0.0105	0.0097	-0.0241
O	4.0033	1.2493	24.027	-0.004	-0.0024	-0.0293
O	9.5277	6.7153	23.8923	0.0046	-0.0022	-0.0224
O	-0.0276	5.6892	8.0228	-0.0162	-0.0998	0.0503
O	5.519	0.1834	7.9241	-0.0063	-0.023	0.0241
O	0.2238	0.4547	8.2719	-0.0194	0.1602	0.1297
O	5.4587	5.6819	7.8446	-0.0262	0.0093	0.0207
O	7.5058	4.0247	8.4541	-0.0076	-0.0013	0.0139
O	8.5939	6.9596	8.8952	-0.0372	0.0404	0.0654
O	2.1237	9.5765	9.1433	0.034	-0.045	-0.0056
O	8.8477	1.7788	8.951	0.0295	0.0272	0.0028
O	7.4056	9.4117	8.7973	0.0103	-0.0123	0.0041
O	3.5552	1.8949	8.5899	-0.0006	0.0298	0.0127
O	3.5191	7.3336	8.8956	0.0194	0.0094	-0.0309
O	2.0605	4.1231	8.7863	-0.0059	-0.0148	-0.0238
O	8.1264	3.499	23.3531	-0.0297	-0.0284	-0.0172
O	0.4323	4.9403	22.9512	-0.0147	-0.0074	0.0165
O	1.8907	2.7527	23.2425	0.0082	0.0199	-0.0052
O	5.8196	4.9231	23.1155	0.0099	0.0011	0.0026
O	5.5075	9.9902	23.5093	0.0406	0.0284	-0.0256
O	2.4334	8.701	23.0176	-0.0122	-0.0153	0.0177
O	0.1804	10.0822	23.089	0.0185	0.0146	0.0034
O	7.7655	8.5763	23.0656	-0.0078	-0.0066	0.0109
Si	8.6249	7.7199	18.439	-0.0005	-0.0023	-0.0091
Si	8.7362	6.4155	13.674	-0.0003	0.0005	0.0192
Si	3.7445	1.5839	14.7356	-0.0087	-0.0002	0.0033
Si	2.1028	5.7651	17.6409	-0.0002	0.002	-0.0087
Si	2.3837	3.1546	19.4883	0.0051	0.0055	0.0027
Si	9.757	9.0751	12.0975	0.024	-0.0035	-0.0152
Si	1.3162	9.4328	22.0785	-0.0037	0.0088	0.0015
Si	9.1313	1.021	13.1997	0.0032	0.0009	0.0114
Si	1.3558	5.1004	13.0475	0.0003	-0.0001	0.0092
Si	1.7377	8.2853	12.8187	0.005	0.0083	0.0084
Si	6.626	9.5565	22.4244	-0.0087	0.0196	0.0087
Si	4.4885	4.6268	15.7313	0.0013	0.0035	0.0008
Si	8.1458	3.1101	9.6097	0.0045	-0.0063	0.0036
Si	0.8075	8.2596	19.2695	-0.0064	0.0024	-0.0022
Si	6.9237	1.3577	21.0923	-0.0029	0.0008	0.0055
Si	8.1163	8.2921	9.7408	-0.0283	-0.0134	-0.0007
Si	10.8376	5.2439	15.631	-0.0037	0.0008	-0.0005
Si	7.5389	9.5422	16.3267	-0.0008	-0.0106	-0.0036
Si	9.9072	2.0639	20.3063	-0.0031	0.0028	-0.0009
Si	3.1694	8.566	9.9422	0.0118	-0.0054	0.0348
Si	6.6636	3.3589	17.4126	0.0013	-0.0021	-0.0038
Si	1.1422	0.219	19.8029	-0.0036	0.0014	0.0005
Si	3.1804	2.8795	12.3023	-0.0099	-0.002	0.0165
Si	7.1881	5.4085	19.6812	0.0036	-0.0007	0
Si	5.6816	8.7095	11.6107	0.0019	-0.008	0.0062
Si	5.7291	6.1328	13.2403	0.0014	-0.0021	0.0093
Si	4.5962	9.7248	17.6243	-0.0059	-0.0011	0.005
Si	1.0022	3.6036	22.1768	0.0061	-0.0047	0.004
Si	4.8664	1.4979	18.8033	0.0024	0.0005	-0.0039
Si	3.1585	3.1661	9.5096	0.0186	-0.0228	0.0185
Si	6.4127	10.8799	13.8104	0.0008	0.0037	0.0067
Si	10.315	0.1616	15.9712	0.002	0.0082	-0.0039
Si	5.6103	3.735	11.1759	0.0148	-0.0095	0.0098
Si	9.7847	3.9663	11.9208	0.0003	-0.001	0.0024
Si	2.3009	9.9579	15.5414	0.0044	-0.0024	-0.0044
Si	6.0391	8.1339	19.7972	-0.0077	0.0025	0.0036
Si	6.9202	3.9836	22.3711	-0.0011	-0.0096	0.0042
Si	9.7228	2.8062	17.3805	-0.0011	-0.0006	0.0014
O	7.1439	6.4389	14.0057	-0.0109	-0.0067	-0.0158
O	1.8481	7.0696	18.6937	-0.013	0.0055	0.0098
O	10.2419	4.0849	16.5629	0.0143	0.0067	-0.0034
O	6.131	9.9848	17.0634	0.0011	-0.0021	0.0078
O	10.1072	0.759	14.4717	-0.0182	-0.0092	0.0082
O	8.4075	6.1349	18.844	-0.0266	0.0194	0.0157
O	5.1325	0.7463	14.4495	-0.0005	-0.0097	-0.0058
O	5.687	2.0652	17.5222	0.0027	0.0087	0.0282
O	8.3228	1.9452	20.5559	0.0008	-0.0009	0.0102
O	1.9504	4.3089	18.4025	-0.0038	0.0089	0.0112
O	6.9181	2.8786	10.6801	-0.0044	0.0161	-0.0083
O	4.8156	2.7811	12.2317	-0.0075	0.0231	-0.0262
O	5.9964	4.4047	16.3519	-0.0195	-0.0135	0.0152
O	4.5286	3.9917	9.9445	-0.0167	-0.0313	0.0107
O	10.67	2.7734	21.5652	0.0052	0.0016	-0.014
O	9.6678	6.2084	15.013	0.0039	-0.0199	-0.0168
O	5.9745	6.4976	19.837	0.0327	0.0079	-0.0006
O	4.0446	0.1868	18.2875	0.0236	-0.0233	-0.0052
O	9.2169	10.6049	12.2831	0.0082	0.0025	0.0098
O	2.7931	4.4141	12.7355	-0.0126	-0.0215	-0.004
O	1.8951	10.7134	21.2065	-0.0315	-0.0181	-0.0111
O	3.9631	2.7389	19.3798	0.0062	-0.0051	-0.0033
O	0.6873	10.0772	15.9585	-0.0118	0.0026	-0.0031
O	1.2471	9.8132	18.8358	-0.001	-0.0079	0.0274
O	1.6835	1.6743	19.2702	-0.0037	0.0071	0.0029
O	8.9072	10.4375	16.5082	0.0029	0.0042	-0.0158
O	4.8369	8.5943	18.7866	0.0048	0.0147	0.0069
O	9.4747	8.773	10.5156	-0.0053	0.0009	-0.0158
O	6.7154	4.0967	18.8609	0.0022	0.0008	-0.0165
O	2.7981	1.7673	13.4021	0.0139	0.0224	-0.0105
O	5.7941	8.7797	21.2642	0.0196	-0.0041	-0.0114
O	2.4937	2.5398	10.868	0.0304	0.0278	0.0067
O	7.5969	4.8643	21.167	-0.0192	0.0034	-0.001
O	5.1225	7.5449	12.64	0.0326	-0.0073	-0.0095
O	0.3886	9.1095	12.4707	-0.0131	-0.0145	0.0004
O	7.5412	1.1167	13.5858	0.0089	-0.0243	0.0085
O	7.078	9.6935	14.7574	0.0067	0.0225	-0.0105
O	8.9322	5.0871	12.74	0.0196	-0.0031	0.0013
O	8.0672	8.0775	16.9117	-0.0064	0.0055	0.017
O	6.1929	2.5868	21.9001	0.0178	0.008	-0.0058
O	2.4072	9.109	14.1025	-0.0162	-0.007	0.0095
O	0.3707	4.5476	11.8693	0.0058	-0.0002	0.0162
O	0.7851	8.3318	20.9404	0.017	0.0206	-0.01
O	9.3165	3.9407	10.3669	-0.018	-0.0284	-0.0007
O	9.6064	2.4413	12.5244	-0.0192	-0.0042	-0.0017
O	7.5839	8.5776	19.3935	0	-0.0274	-0.0057
O	2.5031	8.1533	11.3761	-0.0107	-0.0033	-0.0157
O	3.9201	3.0953	15.3937	0.0008	0.0035	-0.0131
O	0.753	4.518	14.4463	0.0017	0.0226	-0.004
O	10.0217	3.0134	18.9733	-0.0036	-0.0094	-0.0073
O	9.1098	7.8648	13.0033	0.0023	-0.0046	-0.026
O	10.4894	0.5443	20.0797	0.0109	0.016	0.008
O	5.9702	5.1218	11.9581	-0.0088	-0.0048	0.0047
O	8.1241	2.7576	17.0219	-0.0021	0.0083	0.0232
O	3.51	5.5075	16.7598	0.0051	-0.0117	-0.0151
O	4.6138	9.1691	10.4405	0.0232	-0.0192	-0.0054
O	1.4544	6.7198	13.2189	0.0019	-0.0113	-0.0014
O	4.7141	5.5235	14.3748	0.0095	-0.0038	0.0036
O	2.0198	3.8639	20.9197	-0.0078	-0.016	-0.0066
O	10.5301	1.4521	16.9495	-0.0104	-0.0009	-0.0028
O	0.924	6.0984	16.5583	0.0031	-0.0216	-0.0057
O	7.3061	10.9562	21.9334	-0.0148	-0.0106	-0.008
O	5.9016	0.9255	19.9176	-0.0012	0.0194	-0.0007
O	6.015	10.0865	12.4337	-0.003	-0.0152	0.0033
O	2.7995	0.5808	15.5952	0.0086	0.0027	0.006
O	6.984	8.0033	10.894	-0.0051	0.0167	-0.0105
O	10.2104	8.0317	18.6961	0.0096	0.0004	0.015
O	3.4088	9.2305	16.5693	0.0037	0.0151	0.0058

Results
free energy: -145967.155 eV
free energy less fixed offsets of As -4857.07, O -569.03, Si -635.61 eV per atom: -1.735 eV

The program warned: the cutoff lies below the one the program advises for these potential files; the exchange-correlation potential is rough where the density is thin.
